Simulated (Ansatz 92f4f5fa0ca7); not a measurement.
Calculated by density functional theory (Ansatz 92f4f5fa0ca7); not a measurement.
Periodic cell of 273 atoms, Si165O106P2, from a study of silicon, its oxide and their interface. The atomic structure is a simulated model.
Doubt: the cutoff is far below the 930 eV that the study's wrapper takes by default for these files, so forces and energies are approximate.
This geometry differs little from another in the collection (a relaxation step or a small displacement).

Settings: functional PBE; potential files Ansatz PAW; basis plane waves; wave-function cutoff 580 eV; density cutoff ratio 5; exchange-correlation grid ratio 1; k mesh 1 x 1 x 1, Gamma-centred; self-consistency stop 5e-08 eV per atom in the density residual; occupations fixed; spin none; net charge 0.

Cell vectors (angstrom)
a, 11.6015, 0, 0
b, 0, 13.3963, 0
c, 0, 0, 29.8085

Atoms: element, x, y, z (angstrom)
Si, 11.5524, 0.1851, 22.8942
Si, 3.919, 0.1587, 23.0182
Si, 7.6721, 0.1253, 23.1368
Si, 2.0723, 3.4578, 22.8832
Si, 5.9049, 3.6871, 22.9921
Si, 9.7641, 3.5373, 23.0262
Si, 11.6662, 6.8643, 23.0585
Si, 3.9608, 7.0378, 23.1728
Si, 7.7965, 6.8868, 23.2269
Si, 2.0387, 10.2419, 23.2357
Si, 5.8627, 10.1002, 23.2857
Si, 9.8508, 10.0915, 23.216
Si, 11.6998, 2.3867, 23.752
Si, 4.0017, 2.4062, 23.7515
Si, 7.7918, 2.4162, 23.7697
Si, 2.0344, 5.711, 23.6935
Si, 5.8367, 5.8096, 23.9762
Si, 9.7441, 5.7315, 23.8897
Si, 11.7581, 9.0299, 24.0172
Si, 3.9089, 9.1382, 24.1676
Si, 7.8545, 9.0862, 24.0076
Si, 1.9168, 12.5116, 23.7929
Si, 5.7798, 12.3772, 23.9173
Si, 9.686, 12.4007, 23.78
Si, 11.6463, 2.2965, 26.1695
Si, 3.9183, 2.3094, 26.1683
Si, 7.7612, 2.3167, 26.1803
Si, 1.9821, 5.6246, 26.1396
Si, 5.8237, 5.6603, 26.3154
Si, 9.7148, 5.6396, 26.2566
Si, 11.6702, 8.9807, 26.3445
Si, 3.8884, 9.0163, 26.4563
Si, 7.7974, 9.0042, 26.3392
Si, 1.9283, 12.3874, 26.1978
Si, 5.8026, 12.3337, 26.2777
Si, 9.6893, 12.348, 26.1864
Si, 1.9722, 1.1968, 27.015
Si, 5.8314, 1.1852, 27.0193
Si, 9.6943, 1.1819, 26.9977
Si, 11.6536, 4.5114, 27.0107
Si, 3.8856, 4.5118, 27.0322
Si, 7.7689, 4.5218, 27.0431
Si, 1.9684, 7.8151, 27.076
Si, 5.8501, 7.8846, 27.0876
Si, 9.7199, 7.8565, 27.0715
Si, 11.6187, 11.2419, 27.0364
Si, 3.8503, 11.2714, 27.0738
Si, 7.7642, 11.2419, 27.0524
Si, 1.9336, 1.1164, 29.4135
Si, 5.8008, 1.1164, 29.4135
Si, 9.6679, 1.1164, 29.4135
Si, 0, 4.4654, 29.4135
Si, 3.8672, 4.4654, 29.4135
Si, 7.7343, 4.4654, 29.4135
Si, 1.9336, 7.8145, 29.4135
Si, 5.8008, 7.8145, 29.4135
Si, 9.6679, 7.8145, 29.4135
Si, 0, 11.1635, 29.4135
Si, 3.8672, 11.1635, 29.4135
Si, 7.7343, 11.1635, 29.4135
Si, 0, 0, 0.3944
Si, 3.8672, 0, 0.3944
Si, 7.7343, 0, 0.3944
Si, 1.9336, 3.3491, 0.3944
Si, 5.8008, 3.3491, 0.3944
Si, 9.6679, 3.3491, 0.3944
Si, 0, 6.6981, 0.3944
Si, 3.8672, 6.6981, 0.3944
Si, 7.7343, 6.6981, 0.3944
Si, 1.9336, 10.0472, 0.3944
Si, 5.8008, 10.0472, 0.3944
Si, 9.6679, 10.0472, 0.3944
Si, 11.5709, -0.036, 2.7555
Si, 3.8646, -0.0511, 2.8206
Si, 7.6883, -0.0847, 2.7689
Si, 1.9743, 3.2731, 2.7647
Si, 5.8625, 3.3351, 2.7553
Si, 9.6935, 3.3099, 2.7829
Si, 11.6004, 6.6563, 2.7577
Si, 3.8888, 6.6391, 2.7404
Si, 7.7766, 6.6652, 2.7616
Si, 1.945, 10.039, 2.7703
Si, 5.8373, 10.0409, 2.7664
Si, 9.6936, 9.9937, 2.7529
Si, 11.6321, 2.1755, 3.5563
Si, 3.9665, 2.1921, 3.5494
Si, 7.7534, 2.1343, 3.5092
Si, 1.9299, 5.5082, 3.473
Si, 5.8479, 5.5649, 3.5464
Si, 9.6892, 5.5352, 3.6108
Si, 11.6308, 8.8909, 3.5607
Si, 3.9059, 8.888, 3.4336
Si, 7.7636, 8.891, 3.5506
Si, 1.8771, 12.2763, 3.6043
Si, 5.7706, 12.2206, 3.7221
Si, 9.6367, 12.2113, 3.5261
Si, 11.5676, 2.0543, 5.9269
P, 3.958, 2.1177, 5.855
Si, 7.6955, 2.0171, 5.8517
Si, 1.9133, 5.3704, 5.8055
Si, 5.8771, 5.5133, 5.9118
Si, 9.6898, 5.4383, 6.0083
Si, 11.6595, 8.8, 5.9346
Si, 3.9169, 8.82, 5.7481
Si, 7.7993, 8.8189, 5.9205
Si, 1.7392, 12.2269, 6.0032
Si, 5.7019, 12.1133, 6.2097
Si, 9.5863, 12.1188, 5.8853
P, 1.629, 0.9378, 7.1128
Si, 5.7658, 1.0158, 6.8557
Si, 9.6252, 0.9233, 6.6637
Si, 11.6175, 4.2674, 6.7681
Si, 3.9267, 4.3234, 6.455
Si, 7.7452, 4.2042, 6.6107
Si, 2.0475, 7.6127, 6.4974
Si, 5.8438, 7.7715, 6.696
Si, 9.7438, 7.7016, 6.742
Si, 11.4406, 10.9949, 6.8238
Si, 3.6109, 10.9673, 6.679
Si, 7.7518, 10.9823, 6.8583
O, 9.894, 7.8981, 8.407
O, 9.5951, 0.8267, 8.3449
O, 0.6522, 0.5241, 8.436
O, 3.0333, 10.5356, 8.1793
O, 5.8228, 7.9054, 8.3617
O, 5.642, 1.1934, 8.5498
O, 3.821, 4.2533, 8.1072
O, 7.6674, 3.7372, 8.2272
O, -0.0645, 4.2569, 8.4434
O, 11.1034, 10.9356, 8.4665
O, 8.0918, 10.7603, 8.4952
O, 2.3353, 7.5161, 8.1104
O, 11.4235, 0.2096, 21.214
O, 9.769, 3.6381, 21.3617
O, 4.1469, 7.5449, 21.5847
O, 6.0014, 4.1706, 21.3762
O, 5.7486, 9.7604, 21.6501
O, 2.1458, 3.3789, 21.2019
O, 7.365, 13.4524, 21.4965
O, 4.0172, 0.157, 21.3542
O, 7.7362, 6.9429, 21.5739
O, 2.12, 10.1791, 21.5853
O, 11.5431, 6.9824, 21.397
O, 10.1814, 9.6678, 21.6253
Si, 11.5466, 6.4019, 11.3018
Si, 1.5638, 10.3624, 16.2325
Si, 0.1234, 3.633, 9.9422
Si, 8.0865, 12.8632, 20.169
Si, 2.7699, 10.4662, 9.7764
Si, 2.5703, 10.3953, 20.0433
Si, 10.3535, 3.7057, 19.8401
Si, 0.2365, 12.795, 17.0735
Si, 10.8187, 0.7022, 19.7644
Si, 3.1428, 7.7412, 16.2215
Si, 0.3293, 6.4932, 19.8959
Si, 9.3658, 2.5024, 14.2499
Si, 2.8434, 2.5093, 10.9898
Si, 5.122, 11.9726, 15.3513
Si, 4.9415, 8.6814, 20.7062
Si, 3.5884, -0.3937, 11.2505
Si, 5.5641, 8.873, 14.7932
Si, -0.2664, 11.2834, 10.0546
Si, 9.4574, 10.0198, 20.2099
Si, 3.4584, 0.0515, 19.823
Si, 7.4519, 4.6999, 9.5173
Si, 2.3754, 12.3551, 14.1494
Si, 6.16, 0.6199, 10.0293
Si, 2.791, 2.9008, 19.7602
Si, 5.6981, 4.4256, 13.6261
Si, 7.4663, 0.1975, 15.5807
Si, 9.5956, 11.3195, 15.1954
Si, 1.9717, 6.5527, 13.5352
Si, 2.8179, 3.5107, 13.9757
Si, 11.699, 9.1728, 18.3983
Si, 10.9018, 0.7767, 9.3369
Si, 9.1064, 7.3205, 9.7144
Si, 8.6411, 8.5346, 14.5831
Si, 4.7598, 7.1511, 12.337
Si, 2.9663, 5.6266, 18.7471
Si, 2.4943, 7.379, 9.7026
Si, 6.2536, 8.4291, 9.8457
Si, 4.3034, 4.7184, 9.5784
Si, 9.3145, 10.4559, 12.2784
Si, 5.9446, 13.0299, 17.9548
Si, 7.9769, 4.9277, 18.3534
Si, 8.2875, 5.3799, 15.1835
Si, 7.2987, 11.0844, 9.907
Si, 5.3843, 4.202, 19.8598
Si, 0.7631, 1.4766, 15.0049
Si, 7.5543, 7.524, 20.0731
Si, 7.6188, 2.7832, 11.8137
O, 3.4306, 6.0472, 10.0106
O, 1.9266, 2.6405, 15.0428
O, -0.7192, 12.8582, 10.3273
O, 8.3686, 8.8962, 19.8348
O, 2.4172, 1.312, 19.5118
O, 8.1446, 5.2697, 16.7864
O, 2.7416, 11.9842, 19.6913
O, 7.1306, 8.7434, 15.1517
O, 1.2743, 0.1702, 14.1506
O, 4.3881, 3.7884, 14.4065
O, 4.1686, 3.3819, 10.5401
O, 10.936, 2.062, 14.4366
O, 11.3387, 4.7848, 11.0441
O, 10.8319, 11.9989, 16.0306
O, 8.9078, 6.8858, 14.762
O, 1.6853, 3.2738, 10.1618
O, 8.422, 5.9494, 9.1914
O, 11.1493, 2.2994, 19.5203
O, 5.3681, 7.6041, 10.908
O, 11.418, 7.5964, 18.7804
O, 7.8582, 8.263, 10.1685
O, 10.1071, 7.1134, 10.986
O, 9.2033, 4.0913, 14.6877
O, 8.8272, 11.4723, 20.5141
O, 10.5508, 10.3704, 11.187
O, 8.3499, 12.2219, 15.7506
O, 4.4348, 2.8785, 19.798
O, 4.6546, 0.2282, 18.7301
O, 10.471, 10.0936, 18.9433
O, 6.7912, 0.6862, 17.008
O, 0.4952, 6.7376, 12.8232
O, 1.0196, 7.0471, 10.2784
O, 3.1226, 7.1539, 12.5244
O, 3.946, 9.5568, 19.7621
O, 6.7696, 5.161, 14.6088
O, 0.5455, 0.9064, 16.5182
O, 1.539, 11.7821, 17.0888
O, 5.3708, 8.2879, 13.3029
O, 3.0128, 12.3931, 12.6489
O, 6.4046, 3.1842, 12.8373
O, 2.7853, 9.3137, 16.5724
O, 6.0005, 7.8969, 19.749
O, 1.9509, 6.3947, 19.7641
O, 1.4438, 9.6955, 19.1288
O, 9.4631, 9.688, 15.4644
O, 2.9894, 8.8851, 10.2223
O, 8.9037, 9.0164, 13.0122
O, 2.1428, 7.3014, 14.9822
O, 9.1344, 3.8699, 18.7819
O, 4.7152, 7.8858, 15.7916
O, 7.2108, 1.6236, 10.7558
O, 8.1142, 6.3678, 19.0925
O, 5.8843, 5.1212, 9.6001
O, 6.9855, -0.9218, 19.0579
O, 10.9115, 2.2149, 10.1378
O, 8.9362, 2.3593, 12.6766
O, 9.6889, 11.4704, 13.54
O, 6.5645, 4.2014, 18.7407
O, 6.024, 10.0462, 9.9723
O, 1.3035, 10.9447, 10.3023
O, 5.1473, 10.4549, 14.7488
O, 1.6956, 10.9034, 14.6493
O, 11.3641, 13.0809, 18.6047
O, 5.4385, 11.8372, 16.9549
O, 8.0845, 11.009, 11.3439
O, 11.3053, 5.0136, 19.6284
O, 8.3602, 1.4611, 15.0542
O, 2.4199, 4.0474, 18.606
O, 3.7346, 11.6622, 10.3362
O, 9.1848, 0.5766, 19.7038
O, 2.7356, 2.6464, 12.6018
O, 3.6386, 12.6243, 15.1519
O, 7.9889, 4.0923, 10.9185
O, 5.07, 0.305, 11.2181
O, 4.4253, 5.4906, 19.4828
O, 6.1941, 13.0403, 14.6676
O, 3.0366, 6.5637, 17.381
O, 2.7034, 0.8921, 10.692
O, 0.2846, 9.4486, 16.7824
O, 5.2211, 5.6082, 12.6053
O, 2.1187, 4.956, 13.7722
O, 6.8548, 12.6109, 9.6673

Results
free energy: -166684.437 eV
free energy less fixed offsets of O -568.88, P -755.39, Si -635.61 eV per atom: 3.273 eV

Forces (eV/angstrom), in the order of the atoms: element, x, y, z
Si, 0.0008, -0.0037, -0.0023
Si, -0.002, -0.0048, -0.0013
Si, 0.0046, -0.0051, -0.0044
Si, -0.0051, -0.0029, -0.0011
Si, -0.0035, 0.0005, 0.0007
Si, 0.0029, -0.0022, -0.0018
Si, -0.0054, -0.0003, -0.0023
Si, 0.0003, 0.001, 0.0002
Si, 0.0014, -0.0015, -0.003
Si, -0.0034, -0.0001, -0.0021
Si, -0.0037, 0.0007, -0.002
Si, -0.004, 0.0037, -0.003
Si, 0, 0.0015, -0.0012
Si, 0.0028, 0.0035, -0.0022
Si, -0.0024, 0.0016, -0.0013
Si, 0.0028, -0.0016, -0.0037
Si, -0.0021, -0.0065, -0.0046
Si, 0.0109, -0.0006, -0.0023
Si, 0.0018, -0.0003, -0.002
Si, 0.0028, 0.0001, -0.005
Si, 0.0042, -0.0015, -0.0071
Si, -0.0003, -0.0002, -0.005
Si, 0.002, 0.0024, -0.0041
Si, -0.0042, -0.0012, -0.0025
Si, -0.0012, -0.003, -0.0009
Si, -0.0034, -0.0029, -0.0008
Si, -0.0001, 0.0037, -0.001
Si, -0.0014, -0.0016, -0.0027
Si, 0.0021, 0.0029, 0.0061
Si, -0.0036, -0.0028, -0.0089
Si, -0.0022, -0.0022, 0.0001
Si, -0.0002, -0.0028, 0.0004
Si, -0.0007, -0.0016, -0.0013
Si, -0.0006, 0.0002, -0.0007
Si, 0.0001, -0.0007, -0.0011
Si, 0.0003, -0.0002, -0.0033
Si, 0.0058, 0.0025, -0.0029
Si, 0.0028, 0.0039, -0.006
Si, 0.0005, -0.0007, -0.0011
Si, 0.0095, 0.0026, 0.0025
Si, 0.0041, 0.0006, -0.0093
Si, 0.0259, 0.014, 0
Si, 0.0039, 0.0022, -0.0043
Si, 0.0034, -0.0036, -0.0007
Si, 0.0022, 0.003, -0.0014
Si, 0.0013, 0.0024, -0.0041
Si, 0.0044, 0.005, 0
Si, 0.002, -0.0014, -0.0005
Si, 0.0678, 0.1864, -0.1865
Si, 0.0571, 0.1408, -0.1415
Si, 0.0821, 0.112, -0.2353
Si, 0.1148, 0.0488, -0.1731
Si, -0.0651, 0.0478, -0.1185
Si, 0.0339, 0.0165, -0.0788
Si, 0.0043, -0.1766, 0.2908
Si, 0.1063, 0.027, 0.4131
Si, 0.0718, -0.0097, 0.1339
Si, 0.0143, 0.1619, -0.0822
Si, -0.1056, 0.2809, 0.2292
Si, 0.0498, 0.189, -0.0376
Si, -0.051, -0.0845, -0.0819
Si, 0.021, -0.1623, 0.3914
Si, -0.1795, -0.2489, 0.0191
Si, 0.0892, -0.206, 0.0318
Si, 0.0897, 0.0054, -0.0875
Si, -0.0236, -0.0302, 0.0932
Si, -0.0902, 0.0023, 0.0211
Si, 0.0039, -0.1307, -0.15
Si, 0.0802, -0.0287, 0.027
Si, -0.0266, 0.0561, -0.0066
Si, 0.1319, 0.0981, -0.0239
Si, 0.0238, -0.0959, -0.1015
Si, -0.0281, -0.0082, -0.029
Si, -0.0037, 0.0329, -0.1062
Si, -0.0065, -0.0089, -0.0218
Si, 0.0783, -0.0077, -0.0488
Si, -0.0635, -0.0709, -0.1147
Si, 0.0275, -0.0192, -0.0413
Si, 0.0111, 0.0121, -0.0215
Si, 0.0067, -0.0107, 0.0176
Si, -0.0017, 0.0118, -0.0023
Si, -0.0008, 0.0504, -0.0602
Si, 0.0175, 0.0155, -0.007
Si, 0.0062, 0.0119, 0.0033
Si, -0.0984, 0.0482, 0.1065
Si, 0.0628, 0.0419, 0.2658
Si, 0.0222, 0.0425, -0.0368
Si, -0.0585, 0.0093, -0.0091
Si, -0.015, 0.0179, -0.0076
Si, -0.0392, -0.0226, 0.0102
Si, 0.0047, -0.0119, 0.0009
Si, -0.0091, -0.0151, -0.0117
Si, -0.0062, -0.0035, -0.0123
Si, 0.0015, -0.145, 0.1124
Si, -0.0052, -0.0478, 0.0093
Si, 0.0264, 0.0167, 0.0234
Si, 0.122, -0.0906, -0.0817
P, -0.1973, -0.0692, -0.2453
Si, -0.0177, -0.1113, 0.0835
Si, 0.0711, -0.0183, 0.034
Si, -0.0935, 0.0088, 0.0674
Si, 0.0145, 0.0101, 0.0071
Si, 0.0154, 0.0184, 0.0302
Si, 0.0057, 0.0083, 0.036
Si, -0.0095, 0.0014, 0.0233
Si, -0.0084, 0.3139, -0.2043
Si, 0.0101, 0.0435, 0.0292
Si, -0.02, -0.0661, 0.0042
P, 0.064, 0.0394, 0.3185
Si, -0.0038, 0.1987, 0.3238
Si, -0.0313, 0.0601, -0.0396
Si, -0.1593, -0.0589, -0.0366
Si, 0.0527, -0.1407, 0.2818
Si, 0.0188, 0.0117, 0.0228
Si, 0, 0.0244, 0.0108
Si, 0.0111, -0.0192, -0.0336
Si, -0.0224, 0.0039, 0.018
Si, 0.0112, 0.0319, -0.0074
Si, -0.036, 0.0177, -0.0288
Si, -0.0136, 0.0377, -0.0373
O, 0.0041, 0.0029, -0.0053
O, 0.0225, 0.0273, -0.027
O, -0.2002, -0.0843, 0.0765
O, 0.012, 0.0023, 0.0018
O, 0.007, 0.0169, -0.0105
O, -0.0138, -0.0038, -0.0108
O, -0.0013, 0.0011, -0.0915
O, -0.0191, 0.0075, -0.0318
O, 0.0414, 0.0113, -0.034
O, -0.0265, -0.0347, 0.0263
O, 0.0059, -0.0039, 0.0277
O, -0.0037, 0.009, 0.0044
O, 0.0004, -0.0003, 0.0076
O, -0.0027, -0.0005, -0.0015
O, -0.0003, -0.0007, 0.0019
O, 0.001, 0.0013, -0.0007
O, 0.0015, -0.0001, 0.0015
O, 0.0019, 0.0004, 0.0002
O, -0.0027, 0, -0.0014
O, -0.0004, -0.0001, 0.0046
O, -0.0007, -0.0029, 0.0116
O, 0.0009, 0.0001, 0.0018
O, 0.0024, 0.0003, -0.0013
O, 0.0013, -0.0022, 0.0037
Si, -0.0088, 0.0003, 0.0027
Si, -0.0033, 0.0023, -0.0082
Si, 0.0319, -0.0237, 0.0103
Si, 0.0008, 0.0003, 0.0009
Si, -0.0034, -0.0131, 0.0087
Si, 0.0014, 0.0008, -0.0004
Si, -0.0013, -0.0014, -0.0004
Si, -0.0021, 0.002, -0.0082
Si, -0.0017, 0.001, -0.0038
Si, -0.0061, -0.0079, -0.0029
Si, -0.0009, -0.0025, -0.0003
Si, 0.0002, -0.0042, 0.0153
Si, -0.0343, -0.0208, -0.0238
Si, -0.0078, 0.0053, -0.0039
Si, 0, 0.0001, -0.0022
Si, -0.0311, -0.0031, -0.0251
Si, 0.0042, -0.0004, -0.001
Si, 0.0048, 0.0034, -0.0091
Si, 0.001, -0.0013, 0.0006
Si, -0.0031, 0.0003, -0.0033
Si, 0.0085, 0.0024, -0.0037
Si, -0.0087, 0.0015, -0.0109
Si, -0.0313, 0.0187, -0.1084
Si, -0.0015, -0.0005, -0.0061
Si, -0.0081, 0.0013, -0.0039
Si, -0.0033, -0.0006, -0.006
Si, -0.0016, -0.0082, -0.0042
Si, -0.0045, -0.0063, -0.0054
Si, -0.0077, -0.0022, -0.0102
Si, -0.0031, -0.0017, -0.0007
Si, 0.2111, -0.1044, -0.2136
Si, 0.0014, -0.0034, -0.0099
Si, -0.0001, 0.0046, -0.0184
Si, 0.0012, 0.0014, 0.0001
Si, -0.0026, -0.0038, -0.0036
Si, 0.0154, 0.0208, -0.0057
Si, 0.009, 0.0063, -0.0136
Si, 0.0188, 0.0367, -0.0339
Si, 0.0024, -0.0084, -0.0197
Si, 0.0001, -0.0008, -0.0027
Si, -0.0004, -0.0077, -0.0017
Si, 0.0022, -0.0014, -0.0045
Si, 0.0376, -0.0072, 0.0053
Si, -0.0002, -0.0041, -0.0031
Si, 0.0003, -0.0045, -0.0068
Si, 0.0004, 0.0023, -0.008
Si, 0.0013, 0.0271, 0.0174
O, -0.0004, -0.0404, -0.0172
O, -0.0001, 0.0003, 0.002
O, -0.0036, -0.0663, 0.0108
O, -0.0012, -0.0033, 0.0002
O, -0.0013, -0.0017, 0.0004
O, -0.0026, -0.0043, -0.0023
O, -0.0007, -0.0015, -0.0019
O, -0.0148, -0.004, 0.0092
O, -0.0007, -0.0097, 0.0023
O, 0.001, -0.0026, -0.005
O, -0.0077, -0.0026, -0.0102
O, -0.0081, -0.002, -0.0035
O, -0.0143, -0.0006, 0.005
O, -0.0049, -0.0054, 0.0024
O, -0.0018, -0.0038, 0.0008
O, -0.0093, -0.0246, 0.0033
O, -0.0173, 0.0025, -0.0013
O, -0.0009, -0.0016, -0.0006
O, -0.0208, -0.0011, -0.0009
O, -0.0005, 0.0002, -0.0008
O, -0.0035, -0.0006, -0.0013
O, 0.0006, -0.0099, -0.007
O, -0.0056, -0.004, -0.0024
O, -0.0021, -0.001, -0.0008
O, -0.0082, 0.0084, -0.0021
O, -0.0025, -0.0033, 0.0003
O, -0.0011, -0.0003, 0.0004
O, 0.0002, -0.0005, -0.0007
O, 0.001, -0.0002, -0.0015
O, -0.0007, -0.0027, 0.0003
O, -0.0052, -0.0072, 0.0021
O, -0.0134, -0.0094, -0.0032
O, 0.0047, -0.0009, -0.0089
O, 0.0004, -0.0023, -0.001
O, -0.0056, -0.0052, 0.0002
O, -0.0048, -0.0048, -0.0005
O, -0.0008, -0.0033, -0.0006
O, -0.0035, -0.0035, 0.0012
O, 0.0008, -0.0106, 0.0163
O, -0.0007, -0.0152, -0.0135
O, -0.002, -0.0004, 0.0014
O, -0.0008, -0.0016, 0.0004
O, 0.0001, -0.0006, 0
O, -0.0006, -0.0014, -0.0005
O, -0.0001, -0.003, 0.0049
O, -0.016, -0.0127, -0.0081
O, -0.0017, 0, -0.0009
O, -0.0058, 0.001, 0.0009
O, -0.0014, 0.0009, -0.0002
O, 0.0004, 0.0019, -0.002
O, 0.0042, -0.0142, -0.0299
O, -0.0029, 0.0039, 0.0035
O, -0.0327, -0.0106, 0.0073
O, -0.0044, -0.0015, -0.0028
O, 0.0062, 0.0448, 0.013
O, -0.0032, -0.009, -0.0199
O, -0.0014, -0.0022, 0.0023
O, 0.0004, 0.0008, 0.0017
O, -0.0043, -0.0122, 0.0019
O, -0.0517, 0.0313, -0.0009
O, -0.0027, -0.0068, 0.0026
O, -0.0003, -0.0014, 0.0007
O, -0.0007, -0.0018, -0.0006
O, -0.0019, -0.0026, -0.0019
O, 0.0025, -0.0015, -0.0048
O, -0.0005, 0.0005, -0.0004
O, -0.0039, -0.0015, -0.0087
O, -0.0007, -0.0009, 0.001
O, -0.0027, -0.0103, 0.0096
O, -0.0002, -0.0004, -0.001
O, 0.0023, 0.0089, 0.0247
O, -0.0023, -0.0064, 0.0096
O, -0.0003, -0.0144, 0.0009
O, 0.0158, 0.0133, -0.0284
O, -0.001, 0.0003, -0.0017
O, -0.0033, -0.0042, 0.0029
O, -0.0019, 0.0021, -0.0019
O, 0.0152, 0.0098, 0.014
O, 0.0028, -0.0014, -0.0028
O, -0.0075, -0.0019, -0.0004
O, -0.0017, -0.0023, 0.0027
O, -0.0015, 0.0197, 0.0107

The program warned: the cutoff lies below the one the program advises for these potential files; the forces do not sum to zero within the program's tolerance; the exchange-correlation potential is rough where the density is thin.
